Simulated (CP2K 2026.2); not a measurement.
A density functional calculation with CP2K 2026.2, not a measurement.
Periodic cell of 507 atoms, Si360O145H2, from a study of silicon, its oxide and their interface. The atomic structure is a simulated model.
Doubt: the forces sum to 1.97 eV/angstrom along one axis rather than to zero, so they err by at least 0.0039 eV/angstrom per atom on average; the grid cutoff is modest.

Settings: functional PBE; method Gaussian and plane waves; basis set DZVP-MOLOPT-SR-GTH; pseudopotentials GTH-PBE; grid cutoff 350 Ry, relative cutoff 50 Ry; k points Gamma only; occupations fixed; spin none; net charge 0.

Cell vectors (angstrom)
a	16.3201	0	0
b	0.0002	16.3201	0
c	3.9165	-4.7781	35.0785

Atoms and the computed forces on them: element, x, y, z (angstrom), force x, y, z (eV/angstrom)
Si	1.174	15.334	0.181	-0.139	-0.034	-0.027
Si	3.896	1.405	0.055	0.069	0.071	0.026
Si	5.601	-1.161	35.034	-0.009	0.144	-0.108
Si	7.882	2.194	35.013	0.016	-0.059	-0.374
Si	1.723	9.229	0.032	-0.053	0.206	-0.311
Si	4.398	12.045	0.201	0.186	-0.131	-0.18
Si	7.127	14.765	0.122	0.129	-0.057	-0.159
Si	9.369	1.655	0.275	0.098	-0.105	-0.15
Si	11.096	-0.938	35.015	-0.033	-0.107	-0.372
Si	9.848	6.601	0.12	0.111	-0.025	-0.172
Si	6.558	9.89	0.309	0.094	0.005	-0.155
Si	9.284	12.545	0.209	0.064	-0.058	-0.167
Si	12.405	14.741	0.042	-0.003	0.073	-0.071
Si	15.257	1.122	0.117	-0.081	-0.09	-0.108
Si	11.939	4.361	0.22	-0.002	0.028	-0.142
Si	18.675	2.338	34.959	0.057	-0.03	-0.222
Si	12.534	9.31	0.078	-0.144	0.016	-0.109
Si	18.597	7.748	34.946	0.111	-0.028	-0.064
Si	2.718	0.082	1.578	-0.044	-0.101	-0.228
Si	5.517	2.701	1.268	-0.056	-0.015	-0.224
Si	2.773	5.37	1.24	-0.063	-0.107	-0.203
Si	5.447	8.131	1.398	0.01	0.18	-0.116
Si	2.763	10.867	1.407	-0.004	-0.068	-0.194
Si	5.537	13.643	1.487	-0.002	-0.021	-0.172
Si	8.224	0.009	1.512	-0.005	0.095	-0.237
Si	10.846	2.849	1.635	-0.002	-0.022	-0.258
Si	8.212	5.432	1.371	0.104	0.089	-0.127
Si	10.982	8.17	1.464	-0.021	0.052	-0.221
Si	8.155	11.006	1.603	-0.026	-0.011	-0.293
Si	10.903	13.653	1.503	-0.019	-0.055	-0.222
Si	13.603	-0.002	1.396	0.058	-0.034	-0.243
Si	16.409	2.693	1.431	-0.002	-0.072	-0.18
Si	13.669	5.523	1.323	-0.106	0.029	-0.176
Si	16.364	8.162	1.313	0.026	-0.054	-0.153
Si	13.69	10.919	1.346	-0.06	0.025	-0.17
Si	16.293	13.625	1.318	-0.041	0.078	-0.328
Si	1.381	1.42	2.91	0.058	0.058	0.278
Si	4.167	4.098	2.69	0.026	-0.074	-0.063
Si	1.373	6.732	2.675	0.125	0.012	-0.04
Si	4.096	9.496	2.807	-0.062	-0.073	0.12
Si	1.367	12.267	2.705	0.009	0.052	-0.009
Si	4.112	14.979	2.809	0.022	-0.024	0.103
Si	6.79	1.371	2.788	0.035	0.02	0.032
Si	9.482	4.177	2.924	-0.073	-0.048	0.235
Si	6.853	6.806	2.736	0.002	0.011	0.029
Si	9.57	9.546	2.798	0.039	-0.047	0.001
Si	6.832	12.335	2.96	0.034	0.108	0.216
Si	9.61	15.037	2.891	0.034	-0.01	0.066
Si	12.292	1.411	2.8	0.06	-0.075	-0.026
Si	15.017	4.126	2.7	-0.019	-0.011	0.004
Si	12.349	6.831	2.823	0.037	0.035	0.126
Si	15.075	9.578	2.729	-0.03	0.015	0.039
Si	12.277	12.216	2.781	0.019	-0.007	0.012
Si	14.969	14.954	2.802	-0.075	-0.013	-0.047
Si	16.33	0.006	4.203	-0.005	-0.019	-0.072
Si	2.809	2.794	4.173	-0.083	-0.03	-0.05
Si	16.359	5.443	4.127	0.033	0.021	0.004
Si	2.71	8.111	4.127	0.048	0.117	-0.101
Si	16.39	10.92	4.145	-0.029	-0.048	0.023
Si	2.73	13.6	4.13	0.034	0.012	0.011
Si	5.456	0.023	4.196	-0.009	0.059	-0.034
Si	8.139	2.732	4.211	0.021	0.078	-0.056
Si	5.488	5.458	4.123	-0.011	-0.047	-0.015
Si	8.196	8.173	4.139	0.04	-0.011	0.021
Si	5.446	10.883	4.21	0.03	0.009	-0.068
Si	8.241	13.681	4.27	-0.093	-0.047	-0.038
Si	10.966	0.075	4.227	-0.06	-0.035	0.019
Si	13.675	2.776	4.127	-0.025	-0.038	0.011
Si	10.939	5.506	4.217	0.001	0.016	-0.065
Si	13.706	8.232	4.155	-0.072	-0.085	-0.092
Si	10.929	10.885	4.186	0.03	0.015	-0.006
Si	13.618	13.587	4.185	0.083	0.069	-0.11
Si	17.722	-1.31	16.537	-0.018	0.016	0.045
Si	4.126	1.399	16.545	-0.011	-0.01	0.063
Si	17.742	4.1	16.553	-0.018	-0.044	0.039
Si	4.126	6.784	16.525	0.065	-0.016	-0.002
Si	17.71	9.539	16.51	0.007	-0.024	-0.016
Si	4.124	12.28	16.51	-0.03	0.014	-0.002
Si	6.832	-1.315	16.527	-0.021	-0.007	0.007
Si	9.551	1.393	16.562	0.004	-0.022	0.032
Si	6.839	4.107	16.557	0.016	0.021	0.069
Si	9.573	6.828	16.547	-0.018	0.026	0.039
Si	6.883	9.555	16.515	-0.01	-0.021	0.02
Si	9.57	12.256	16.527	0.044	-0.011	0.027
Si	12.29	-1.307	16.552	-0.036	-0.015	0.041
Si	14.998	1.364	16.557	0.043	0.029	0.047
Si	12.273	4.102	16.563	-0.013	0.018	0.037
Si	15.004	6.817	16.545	-0.022	-0.007	0.01
Si	12.282	9.561	16.533	-0.001	0.024	0.04
Si	15.004	12.294	16.525	-0.002	-0.014	0.05
Si	2.792	0.016	17.918	-0.054	0.069	0.058
Si	5.446	2.782	17.948	0.04	-0.082	0.008
Si	2.794	5.43	17.953	-0.021	0.039	-0.006
Si	5.525	8.154	17.825	-0.031	-0.006	0.042
Si	2.713	10.95	17.847	0.072	-0.022	0.077
Si	5.513	13.601	17.892	0	0.057	-0.006
Si	8.122	0.084	17.923	0.066	-0.047	0.11
Si	10.931	2.723	17.953	-0.043	0.029	-0.023
Si	8.242	5.438	17.926	-0.066	0.043	0.064
Si	10.898	8.234	17.917	0.042	-0.102	-0.013
Si	8.236	10.896	17.932	-0.02	0.002	-0.024
Si	10.92	13.63	17.885	0.008	-0.008	0.066
Si	13.637	0.035	17.976	-0.01	-0.027	-0.032
Si	16.387	2.713	17.906	-0.058	0.006	0.088
Si	13.634	5.47	17.927	0.059	-0.024	0.089
Si	16.389	8.161	17.906	0.013	0.091	-0.004
Si	13.663	10.917	17.893	-0.049	0.043	0.063
Si	16.33	13.686	17.911	0.068	-0.058	0.017
Si	17.779	1.397	19.317	0.071	-0.018	-0.069
Si	4.145	4.12	19.407	-0.018	0.002	0.079
Si	17.728	6.776	19.288	-0.063	-0.038	-0.009
Si	4.103	9.519	19.09	-0.043	-0.048	-0.278
Si	17.694	12.331	19.262	-0.011	0.009	-0.147
Si	4.165	-1.371	19.263	-0.003	0.004	-0.115
Si	6.758	1.446	19.371	0.061	-0.009	-0.053
Si	9.556	4.043	19.34	-0.053	-0.022	-0.012
Si	6.898	6.851	19.263	0.069	0.062	-0.037
Si	9.595	9.587	19.366	0.053	0.032	0.066
Si	6.847	12.228	19.285	0.034	0.039	-0.062
Si	9.475	-1.357	19.204	-0.108	-0.016	-0.216
Si	12.274	1.381	19.367	0.025	0.045	-0.032
Si	14.991	4.044	19.276	-0.038	-0.044	-0.086
Si	12.259	6.876	19.267	0.005	0.066	-0.139
Si	15.052	9.565	19.251	0.005	-0.023	-0.051
Si	12.329	12.31	19.278	0.011	-0.01	0.002
Si	15.003	-1.306	19.366	0.01	0.011	0.001
Si	16.428	0.037	20.697	0.014	0.071	0.154
Si	2.782	2.737	20.804	-0.115	-0.03	0.177
Si	16.373	5.369	20.64	-0.014	0.025	0.274
Si	2.789	8.222	20.509	0.069	-0.022	0.284
Si	16.34	10.993	20.641	-0.018	-0.068	0.232
Si	2.812	-2.713	20.625	0.004	-0.073	0.225
Si	5.414	0	20.705	0.005	-0.031	0.208
Si	8.118	2.787	20.809	0.01	0.006	0.186
Si	5.552	5.558	20.694	-0.035	0.113	0.198
Si	8.245	8.187	20.722	0.007	-0.069	0.307
Si	5.447	10.775	20.486	0.043	-0.019	0.154
Si	8.164	-2.701	20.656	0.077	-0.021	0.143
Si	10.806	-0.025	20.563	0.039	-0.083	0.161
Si	13.669	2.717	20.768	0.048	0.075	0.244
Si	10.954	5.451	20.61	-0.013	0.019	0.198
Si	13.666	8.234	20.598	0.013	0.023	0.206
Si	10.995	10.989	20.709	0.038	-0.028	0.276
Si	13.657	-2.675	20.754	-0.124	-0.006	0.217
Si	17.99	-1.173	22.001	0.039	-0.138	0.188
Si	3.84	1.064	22.131	0.056	0.108	0.289
Si	17.494	3.877	22.152	-0.099	-0.007	-0.079
Si	4.36	7.186	21.928	0.005	-0.011	-0.01
Si	17.925	9.752	21.828	0.038	0.093	0.233
Si	3.873	11.843	21.807	0.063	0.282	0.508
Si	6.938	-1.216	22.027	-0.057	0.016	0.189
Si	9.188	0.985	21.928	0.021	0.2	0.391
Si	7.113	4.557	22.167	-0.005	-0.179	0.153
Si	9.495	6.606	22.03	0.012	0.056	0.035
Si	6.565	9.327	21.964	-0.005	-0.066	0.123
Si	9.806	12.596	22.009	0.104	0.048	0.038
Si	11.961	-1.512	21.954	-0.072	0.017	-0.023
Si	15.332	1.599	22.095	0.078	0.037	-0.001
Si	12.514	4.39	22.019	0.008	-0.08	0.184
Si	14.755	6.561	21.851	0.031	0.031	0.177
Si	12.662	9.865	22.004	-0.011	-0.08	0.02
Si	14.852	12.113	22.159	-0.048	-0.05	0.002
Si	18.126	1.075	29.506	0.014	-0.037	-0.084
Si	16.59	-2.764	24.43	0.045	0.001	0.334
Si	10.772	8.512	24.046	0.144	-0.143	0.209
Si	15.396	6.5	30.104	-0.024	0.009	-0.414
Si	12.407	3.847	33.16	-0.249	-0.121	-0.155
Si	17.218	-2.363	33.12	0.045	0.169	-0.097
Si	11.162	7.696	27.046	0.093	-0.216	0.491
Si	5.82	-2.262	24.909	-0.362	0.121	0.469
Si	15.925	1.883	27.781	0.002	0.064	0.118
Si	16.513	7.979	24.073	-0.159	0.134	0.049
Si	8.285	7.626	28.49	-0.042	-0.049	0.034
Si	8.048	1.064	32.027	-0.132	0.136	-0.419
Si	6.43	8.681	33.262	0.024	0.035	-0.258
Si	9.411	11.395	32.872	0.062	0.13	-0.328
Si	18.793	5.897	24.224	0.133	-0.022	0.181
Si	11.869	4.709	27.304	-0.07	-0.102	0.209
Si	17.578	-1.776	30.265	-0.049	-0.012	-0.488
Si	19.782	1.988	31.952	-0.098	0.109	-0.436
Si	12.132	2.268	30.816	-0.043	0.012	-0.398
Si	11.86	3.112	24.824	-0.105	0.143	0.522
Si	7.33	3.578	30.284	0.079	0.123	-0.126
Si	13.38	0.363	24.157	-0.033	-0.078	0.134
Si	10.848	-0.185	31.892	0.121	-0.035	-0.483
Si	13.634	8.842	28.691	0.137	0.018	-0.01
Si	3.549	5.443	27.161	-0.006	-0.115	0.365
Si	5.472	-1.998	29.47	0.118	0.014	-0.274
Si	5.034	4.723	32.016	0.247	-0.228	-0.445
Si	7.321	11.87	26.406	-0.142	0.258	0.479
Si	13.401	11.558	30.268	-0.065	0.026	-0.349
Si	15.285	-2.79	28.615	-0.008	-0.021	0.086
Si	16.015	9.148	26.765	-0.049	0.048	0.432
Si	3.601	9.388	29.879	0.027	0.098	-0.27
Si	10.69	-3.08	30.722	0.129	0.03	-0.411
Si	3.914	7.388	32.362	0.003	0.091	-0.547
Si	8.541	0.53	27.399	-0.085	-0.098	0.175
Si	8.464	-2.419	28.548	-0.108	0.176	0.009
Si	9.268	1.785	24.851	-0.069	-0.104	0.425
Si	17.852	7.485	28.575	-0.013	-0.002	0.066
Si	19.476	12.293	29.154	-0.002	0.045	-0.163
Si	9.883	3.07	28.871	0.062	-0.008	0.096
Si	4.319	1.8	25.176	-0.14	-0.171	0.396
Si	14.924	-0.835	26.39	0.102	0.013	0.551
Si	14.085	3.807	29.206	-0.027	-0.029	-0.104
Si	18.631	2.651	27.078	-0.078	-0.026	0.154
Si	6.375	9.866	28.43	-0.07	0.09	-0.07
Si	5.72	-0.201	27.037	0.005	0.013	0.211
Si	14.611	5.996	33.027	0.041	0.053	-0.137
Si	17.491	11.952	26.861	0.03	0.075	0.484
Si	15.026	11.8	33.013	-0.207	-0.017	-0.199
Si	7.928	9.481	30.801	0.126	0.025	-0.5
Si	6.609	5.04	27.778	-0.065	0.007	0.146
Si	5.382	-0.431	32.107	0.084	-0.041	-0.446
Si	8.473	10.662	24.007	-0.151	0.11	0.322
Si	6.705	3.639	25.086	0.264	-0.01	0.463
Si	1.399	14.966	5.542	-0.028	0.016	-0.021
Si	4.115	1.401	5.562	0.012	-0.023	-0.023
Si	1.412	4.122	5.534	0.027	0.018	-0.031
Si	4.112	6.804	5.514	-0.005	-0.006	-0.069
Si	1.401	9.522	5.518	0.002	-0.011	-0.066
Si	4.081	12.26	5.548	-0.017	-0.05	-0.012
Si	6.834	15.018	5.592	0.06	0.019	0.008
Si	9.555	1.408	5.57	0.015	0.004	-0.02
Si	6.808	4.114	5.565	-0.021	-0.039	-0.041
Si	9.558	6.855	5.56	0.051	0.018	0
Si	6.842	9.524	5.541	-0.017	0.038	-0.005
Si	9.585	12.258	5.577	-0.007	0.024	-0.006
Si	12.294	14.982	5.57	0.002	-0.009	-0.032
Si	14.99	1.403	5.545	0.024	-0.018	-0.011
Si	12.304	4.108	5.538	-0.044	0.006	-0.012
Si	15.03	6.831	5.522	0.003	0.025	-0.047
Si	12.309	9.544	5.55	0	0.004	-0.031
Si	15.012	12.25	5.546	-0.024	0.011	-0.064
Si	2.75	0.024	6.916	-0.002	0.011	-0.014
Si	5.467	2.753	6.944	-0.002	0.02	0.025
Si	2.761	5.472	6.919	-0.02	0.007	0.022
Si	5.469	8.168	6.903	0.02	0.014	0
Si	2.743	10.884	6.916	0.038	0.016	0.007
Si	5.46	13.624	6.919	0.008	0.007	-0.015
Si	8.204	0.048	6.953	-0.032	-0.002	0.004
Si	10.93	2.766	6.925	-0.004	-0.011	-0.011
Si	8.194	5.476	6.917	0.021	-0.015	0.002
Si	10.934	8.199	6.928	-0.03	-0.002	-0.001
Si	8.199	10.895	6.922	0.016	-0.012	-0.018
Si	10.934	13.626	6.946	-0.004	-0.009	0.003
Si	13.645	0.037	6.93	-0.011	0.003	0.002
Si	16.37	2.756	6.907	0.015	-0.042	-0.001
Si	13.66	5.478	6.903	-0.014	-0.005	0
Si	16.37	8.184	6.914	-0.007	0.006	0.016
Si	13.656	10.903	6.929	-0.007	-0.001	0.017
Si	16.361	13.616	6.923	0.021	-0.002	0.01
Si	1.395	1.389	8.29	-0.007	-0.008	0.003
Si	4.108	4.115	8.305	-0.015	-0.042	0.001
Si	1.407	6.832	8.295	0.037	0.03	0.001
Si	4.119	9.536	8.286	-0.003	0.016	-0.004
Si	1.396	12.252	8.297	-0.025	-0.015	-0.001
Si	4.112	14.989	8.296	0.015	-0.006	-0.002
Si	6.838	1.403	8.314	0.04	0.018	0.005
Si	9.563	4.122	8.293	0.017	0.002	0.001
Si	6.833	6.827	8.294	-0.006	-0.005	-0.007
Si	9.567	9.55	8.301	0.018	0.022	0.009
Si	6.833	12.264	8.286	-0.005	-0.007	0.003
Si	9.565	14.991	8.307	-0.021	-0.017	0.011
Si	12.28	1.396	8.298	-0.025	-0.03	0.006
Si	15.011	4.115	8.286	0	0.015	-0.003
Si	12.294	6.827	8.289	-0.018	-0.005	-0.001
Si	15.012	9.538	8.297	-0.022	-0.02	0.001
Si	12.298	12.265	8.307	0.008	0.028	0.003
Si	15.007	14.989	8.295	0.013	0.021	-0.004
Si	16.36	0.032	9.669	0.001	-0.014	0.005
Si	2.752	2.747	9.67	0.012	0.013	0.003
Si	16.366	5.471	9.668	-0.002	-0.007	-0.007
Si	2.764	8.187	9.674	-0.009	-0.007	-0.004
Si	16.362	10.899	9.677	0.007	0.015	-0.001
Si	2.756	13.621	9.667	0.007	0.003	0.003
Si	5.477	0.028	9.669	-0.002	-0.007	0.002
Si	8.209	2.761	9.674	-0.017	-0.013	0.006
Si	5.478	5.469	9.673	0.007	0.003	-0.002
Si	8.202	8.186	9.666	0.009	0.005	0.004
Si	5.478	10.901	9.662	0.013	-0.001	-0.001
Si	8.195	13.625	9.665	0.009	0.01	0.001
Si	10.923	0.035	9.675	0.008	0.008	0.007
Si	13.646	2.757	9.664	0	-0.008	0
Si	10.93	5.473	9.666	-0.008	0.003	0.006
Si	13.649	8.183	9.671	0.004	0.015	-0.005
Si	10.927	10.91	9.673	-0.021	-0.004	0.006
Si	13.65	13.633	9.675	-0.012	-0.01	-0.001
Si	1.399	-1.332	11.039	-0.003	0.004	-0.006
Si	4.118	1.389	11.04	0.004	-0.004	-0.004
Si	1.398	4.108	11.046	-0.005	-0.006	0.001
Si	4.122	6.827	11.049	0.005	0.007	-0.002
Si	1.405	9.544	11.052	0.005	0.005	0.002
Si	4.122	12.264	11.042	0.001	-0.001	-0.002
Si	6.841	-1.33	11.042	-0.008	-0.007	0.006
Si	9.565	1.396	11.049	-0.002	-0.009	0.008
Si	6.844	4.113	11.045	0.01	0.003	0.002
Si	9.567	6.828	11.04	0.002	0	-0.005
Si	6.843	9.548	11.041	0.001	0.005	-0.006
Si	9.562	12.272	11.041	0.007	-0.002	0.005
Si	12.285	-1.325	11.045	-0.004	-0.002	0.005
Si	15	1.394	11.043	-0.005	-0.001	-0.001
Si	12.286	4.111	11.046	-0.007	-0.003	-0.001
Si	15.005	6.824	11.049	-0.002	0.001	0.001
Si	12.288	9.546	11.042	-0.007	0	-0.004
Si	15.005	12.267	11.046	0.01	-0.002	-0.001
Si	2.755	0.034	12.411	0.016	-0.024	0.001
Si	5.486	2.744	12.41	-0.015	-0.001	-0.001
Si	2.763	5.462	12.419	0.004	0.004	-0.004
Si	5.488	8.185	12.418	-0.006	0.001	-0.007
Si	2.767	10.905	12.425	-0.009	0.013	-0.003
Si	5.48	13.632	12.415	0.019	-0.004	-0.002
Si	8.204	0.031	12.418	-0.003	0.011	0.004
Si	10.924	2.755	12.425	0.013	-0.01	0
Si	8.208	5.469	12.417	0	-0.004	0.006
Si	10.932	8.182	12.413	-0.016	0.018	-0.006
Si	8.205	10.909	12.415	0.002	-0.003	0
Si	10.921	13.636	12.414	-0.005	0.006	-0.003
Si	13.639	0.039	12.421	0	-0.007	-0.001
Si	16.357	2.751	12.421	0.005	0.003	0
Si	13.649	5.463	12.428	0.001	0.014	0.002
Si	16.362	8.185	12.425	0.01	-0.001	-0.008
Si	13.64	10.912	12.417	-0.001	-0.009	-0.002
Si	16.362	13.63	12.416	-0.01	-0.005	-0.002
Si	17.719	1.392	13.791	-0.011	0.013	0.001
Si	4.125	4.096	13.785	0.028	-0.004	-0.003
Si	17.722	6.819	13.795	-0.006	-0.002	-0.005
Si	4.13	9.54	13.796	0.022	-0.025	-0.007
Si	17.724	12.273	13.789	0.02	-0.017	0.002
Si	4.117	-1.32	13.781	-0.043	0.032	-0.006
Si	6.846	1.394	13.792	0.013	-0.03	0.004
Si	9.562	4.112	13.802	-0.03	0.024	0
Si	6.848	6.823	13.79	0.002	0.026	0.001
Si	9.573	9.544	13.778	0.022	-0.015	-0.001
Si	6.848	12.277	13.787	-0.025	0.001	-0.001
Si	9.566	-1.326	13.795	0.021	-0.028	-0.001
Si	12.279	1.395	13.805	-0.01	0.006	0.003
Si	15.002	4.1	13.81	0	-0.012	0.004
Si	12.287	6.824	13.797	0.008	-0.009	-0.006
Si	14.994	9.548	13.791	-0.009	0.033	-0.003
Si	12.284	12.281	13.787	-0.015	-0.001	0.002
Si	15.003	-1.325	13.785	0.012	-0.009	-0.002
Si	16.358	0.033	15.161	-0.01	-0.023	-0.019
Si	2.765	2.745	15.165	-0.014	-0.015	-0.024
Si	16.371	5.458	15.179	0.016	0.036	0.01
Si	2.77	8.17	15.164	0.002	0.045	0.013
Si	16.353	10.916	15.154	0.001	-0.022	-0.005
Si	2.758	13.647	15.156	0.03	-0.012	0
Si	5.473	0.04	15.157	0.014	-0.025	-0.01
Si	8.2	2.752	15.178	0.019	0.003	-0.008
Si	5.493	5.447	15.154	-0.047	-0.003	-0.021
Si	8.223	8.179	15.152	-0.02	-0.006	-0.011
Si	5.495	10.909	15.157	0.001	0.006	0.008
Si	8.205	13.635	15.169	0.021	0.037	0.005
Si	10.915	0.038	15.179	-0.006	-0.002	0.004
Si	13.64	2.742	15.192	0	0.005	0.003
Si	10.929	5.466	15.175	0.017	0.009	0.001
Si	13.643	8.185	15.173	-0.001	-0.012	0.005
Si	10.929	10.909	15.148	-0.023	-0.005	-0.012
Si	13.637	13.65	15.163	0.003	-0.01	-0.015
O	2.667	-0.003	22.636	0.247	-0.133	-0.648
O	16.786	7.887	27.431	-0.159	-0.011	-0.049
O	14.786	0.745	23.41	-0.045	-0.187	-0.304
O	9.145	0.511	25.875	0.15	0.064	-0.276
O	7.066	10.221	23.278	0.02	0.115	-0.015
O	17.501	3.421	34.491	0.186	0.003	0.375
O	5.089	-0.803	28.417	-0.005	0.005	-0.06
O	8.077	-0.111	22.489	0.056	0.279	-0.289
O	8.365	5.552	22.632	0.002	-0.065	-0.536
O	13.651	5.5	22.5	-0.037	0.229	-0.242
O	12.205	8.45	28.034	-0.117	-0.079	0.002
O	12.121	9.083	23.347	0.01	-0.21	-0.026
O	12.493	-0.592	23.199	0.042	-0.153	0.105
O	6.818	3.397	34.63	-0.065	-0.106	0.427
O	12.112	8.84	34.623	0.003	0.1	0.749
O	8.591	8.196	30.01	0.047	0.1	0.156
O	4.842	-0.769	33.607	0.151	0.193	0.4
O	8.392	1.708	33.494	0.218	0.245	0.742
O	6.991	-0.163	32.193	0.117	0.031	0.382
O	17.449	8.881	34.572	0.129	0.123	0.123
O	16.396	-1.375	34.093	-0.017	-0.032	0.158
O	4.597	0.89	31.597	0.139	-0.081	0.204
O	5.336	2.976	25.644	-0.162	0.006	-0.144
O	5.067	4.919	33.63	-0.119	0.186	0.497
O	5.457	8.251	22.623	0	-0.153	-0.697
O	11.794	3.963	23.445	0.034	-0.088	-0.291
O	4.497	1.574	23.579	0.066	-0.317	-0.736
O	6.701	8.925	31.688	-0.418	0.071	0.463
O	15.667	8.716	25.25	-0.128	-0.109	-0.349
O	18.304	-0.539	29.514	0.121	-0.093	0.23
O	9.649	-3.042	29.468	0.157	-0.23	-0.082
O	10.906	-2.621	22.626	0.059	-0.132	-0.618
O	11.517	3.299	31.912	0.152	0.194	0.32
O	13.948	7.13	33.973	0.028	-0.061	0.015
O	11.94	-4.051	30.336	0.034	0.042	-0.143
O	6.931	0.809	27.436	-0.035	0.127	0.136
O	6.015	10.071	33.984	-0.035	0.022	-0.139
O	14.834	0.693	34.565	-0.143	0.054	0.56
O	6.467	12.589	25.226	0.063	-0.188	-0.507
O	5.104	-1.603	31.004	-0.345	0.209	0.426
O	15.458	12.704	23.598	0.011	-0.222	-0.392
O	11.728	6.214	26.748	0.273	0.021	0.006
O	13.753	10.958	22.648	-0.102	-0.227	-0.514
O	19.011	1.539	28.216	0.097	-0.12	0.048
O	7.197	4.633	26.298	-0.003	0.083	-0.148
O	11.159	-1.567	31.084	-0.039	0.059	0.249
O	9.398	6.155	34.654	-0.148	0.148	0.45
O	19.316	1.833	33.508	-0.268	-0.263	0.638
O	15.153	4.926	29.709	-0.1	0.041	0.111
O	11.041	8.472	25.638	-0.251	0.428	-0.411
O	6.34	-1.732	23.465	0.284	-0.204	-0.372
O	13.629	2.778	30.401	-0.077	-0.16	0.189
O	14.646	2.839	28.021	-0.102	-0.092	-0.154
O	17.628	6.947	24.651	-0.002	-0.178	0.272
O	3.518	6.552	23.174	0.088	-0.192	-0.047
O	3.337	5.557	25.558	0.133	-0.19	-0.558
O	7.229	8.641	27.761	0.051	-0.021	-0.143
O	18.615	8.809	29.109	0.139	-0.085	-0.05
O	15.598	10.439	33.702	-0.18	0.078	0.218
O	9.847	1.421	23.381	-0.019	-0.318	-0.293
O	7.068	-2.327	29.389	-0.005	0.082	0.071
O	13.164	2.588	33.867	-0.188	0.139	0.103
O	14.107	-3.756	34.095	-0.108	-0.03	0.259
O	9.537	9.494	23.702	-0.068	0.172	0.018
O	16.284	-3.583	32.589	0.245	-0.071	-0.349
O	18.116	4.581	23.52	-0.077	-0.014	-0.01
O	4.117	3.442	31.626	0.076	-0.147	-0.133
O	4.255	6.059	31.46	0.091	0.275	-0.031
O	3.717	8.632	31.314	0.068	-0.069	0.432
O	19.345	3.989	27.636	-0.174	-0.173	-0.043
O	3.975	11.595	34.565	-0.136	0.11	0.542
O	18.937	11.983	27.632	0.019	-0.212	-0.209
O	7.256	10.475	29.678	-0.025	0.053	0.325
O	9.041	12.049	23.367	0.094	-0.17	0.057
O	9.435	0.486	31.381	0.059	0.101	-0.203
O	14.636	9.478	27.566	0.102	0.256	-0.385
O	17.665	-1.467	31.845	0.098	0.257	0.599
O	16.967	6.804	29.764	0.005	0.057	0.315
O	17.266	9.108	23.187	0.123	-0.066	-0.08
O	10.403	4.186	27.806	0.082	0.326	-0.14
O	18.995	7.196	33.412	-0.065	-0.191	0.514
O	9.105	1.836	28.172	-0.198	0.163	-0.252
O	7.596	6.15	28.462	0.07	-0.043	0.266
O	6.539	4.575	31.337	0.033	0.025	0.417
O	14.276	-3.891	29.215	0.115	-0.047	-0.176
O	10.335	7.082	23.387	0.211	0.182	-0.243
O	6.427	-1.346	26.129	-0.064	-0.267	-0.107
O	12.846	4.667	28.603	-0.011	0.219	-0.069
O	11.362	4.546	34.15	0.205	-0.248	-0.291
O	15.94	-1.657	25.428	0.058	-0.189	-0.157
O	10.54	10.695	33.8	0.202	0.007	-0.006
O	6.24	11.055	27.333	-0.057	0.088	-0.04
O	8.929	3.847	29.965	0.129	-0.172	0.128
O	15.804	5.232	33.817	0.108	0.14	0.121
O	10.362	2.842	25.403	0.095	0.052	-0.286
O	5.171	7.678	33.36	0.066	0.159	0.165
O	18.383	-3.13	29.925	-0.116	-0.026	0.158
O	6.568	3.766	28.828	-0.139	-0.066	0.026
O	15.415	7.182	23.209	0.172	0.289	-0.048
O	12.637	1.741	24.514	0.032	0.002	-0.118
O	7.818	2.499	24.783	-0.193	-0.164	-0.334
O	10.705	-0.342	33.509	0.052	0.221	0.731
O	16.018	-1.938	29.798	-0.156	0.157	0.136
O	7.758	8.026	33.926	0.004	0.264	0.163
O	14.126	11.476	31.71	0.262	0.108	0.361
O	12.216	-2.096	34.604	-0.188	0.067	0.583
O	11.184	2.345	29.511	0.289	-0.003	0.283
O	17.547	12.587	25.357	-0.094	0.317	-0.214
O	13.478	4.919	32.592	0.167	-0.068	-0.383
O	4.608	-3.311	29.061	0.106	0.009	0.006
O	2.736	10.809	22.448	0.044	-0.152	-0.744
O	9.702	7.587	27.729	0.162	0.204	-0.252
O	8.294	10.823	25.622	0.288	-0.327	-0.271
O	5.109	5.65	27.575	-0.041	0.234	-0.182
O	16.385	2.751	22.713	-0.013	0.132	-0.653
O	15.2	6.708	31.697	-0.196	0.275	0.461
O	12.563	3.878	26.083	0.147	-0.193	-0.308
O	13.292	10.014	29.763	-0.151	0.055	0.32
O	13.604	-0.455	25.545	-0.27	0.195	-0.279
O	15.616	0.54	26.929	-0.204	-0.119	-0.136
O	18.546	-2.941	33.851	0.166	0.209	0.234
O	16.558	1.468	29.237	-0.136	-0.085	0.138
O	8.948	10.3	31.748	0.169	-0.017	0.3
O	4.598	0.511	26.127	0.049	0.167	-0.089
O	6.375	4.309	23.638	-0.021	0.26	-0.445
O	8.259	-4.326	33.855	0.042	-0.132	0.271
O	12.109	0.764	31.436	-0.077	-0.197	0.261
O	17.014	10.414	26.77	0.067	-0.208	-0.221
O	9.994	-3.652	32.062	-0.171	-0.126	0.368
O	4.939	9.273	28.933	-0.05	-0.198	-0.051
O	6.73	-2.275	34.509	0.018	0.159	0.31
O	19.636	10.972	30.089	0.029	-0.124	0.084
O	14.362	7.533	29.352	-0.112	-0.006	0.148
O	16.416	-3.536	27.739	0.234	0.127	-0.354
O	17.012	2.795	26.97	0.18	0.03	-0.291
O	19.131	2.26	25.58	-0.031	0.073	-0.308
O	8.908	-0.91	28.081	0.164	-0.101	-0.301
O	18.988	6.518	27.977	0.183	0.054	-0.013
O	17.518	-2.008	23.34	0.002	0.151	-0.208
O	7.325	2.09	30.963	-0.006	-0.28	0.167
O	8.243	-3.429	27.285	-0.153	-0.386	-0.279
O	18.538	1.771	30.915	-0.003	-0.06	0.296
O	14.46	-1.766	27.652	0.045	0.142	-0.318
O	4.645	12.338	23.198	-0.173	-0.109	-0.073
H	5.15	11.646	23.668	0.067	-0.017	-0.034
O	4.202	-2.212	25.125	0.003	-0.129	-0.155
H	3.73	-2.861	24.568	0.021	0.095	0.1

Results
total energy: -102128.350 eV
total energy less fixed offsets of H -15.91, O -438.35, Si -107.03 eV per atom: -4.980 eV
